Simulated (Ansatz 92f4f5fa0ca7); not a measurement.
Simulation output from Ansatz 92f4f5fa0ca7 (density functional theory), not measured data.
Periodic cell of 273 atoms, Si166O101H6, from a study of silicon, its oxide and their interface. The atomic structure is a simulated model.
Doubt: the cutoff is low for norm-conserving oxygen, so forces and energies are approximate.
Doubt: the program's own warning below bears on the result.

Settings
functional: HSE06
potential files: SPMS norm-conserving
basis: plane waves
wave-function cutoff: 800 eV
density cutoff ratio: 4
exchange-correlation grid ratio: 1
k mesh: 1 x 1 x 1, Gamma-centred
occupations: fixed
spin: none
net charge: 0

Cell vectors (angstrom)
a  11.6015  0  0
b  0  13.3963  0
c  0  0  30.9504

Atoms: element, x, y, z (angstrom)
Si  11.7828  -0.078  24.4628
Si  3.9365  -0.0608  24.2623
Si  7.7779  -0.0233  24.5122
Si  1.8135  3.3758  24.2537
Si  5.8878  3.2682  24.2383
Si  9.8237  3.2068  24.4022
Si  11.6411  6.7179  24.0031
Si  3.9569  6.6346  24.2647
Si  7.7953  6.6312  24.2083
Si  2.1647  9.8757  24.0645
Si  5.8824  10.0219  24.1436
Si  9.8482  10.0633  24.1111
Si  11.703  2.1448  25.2997
Si  3.8512  2.2205  24.8793
Si  7.8024  2.225  25.1512
Si  1.9496  5.612  24.9625
Si  5.8747  5.5072  25.0101
Si  9.762  5.5342  24.9185
Si  11.7396  8.9043  24.8964
Si  4.022  8.8541  25.0448
Si  7.8645  8.9165  24.8665
Si  2.084  12.102  25.0384
Si  5.8394  12.2108  25.1019
Si  9.7651  12.2342  25.0532
Si  11.6581  2.1945  27.5903
Si  3.8761  2.229  27.3029
Si  7.7739  2.2354  27.4811
Si  1.9486  5.5869  27.3551
Si  5.8347  5.5423  27.3789
Si  9.7211  5.5716  27.3265
Si  11.6728  8.9045  27.314
Si  3.9364  8.896  27.4059
Si  7.7949  8.9206  27.2971
Si  2.0059  12.1922  27.4057
Si  5.8298  12.2435  27.4453
Si  9.7216  12.235  27.4167
Si  2.0085  1.0548  28.1979
Si  5.8055  1.1147  28.1738
Si  9.6895  1.0722  28.2218
Si  11.6309  4.4749  28.1975
Si  3.876  4.4466  28.16
Si  7.7828  4.4778  28.1919
Si  1.9778  7.8039  28.1795
Si  5.8706  7.7828  28.1653
Si  9.7236  7.8071  28.1408
Si  11.6515  11.1185  28.184
Si  3.9188  11.1137  28.2235
Si  7.7741  11.129  28.1856
Si  1.9336  1.1164  30.5554
Si  5.8008  1.1164  30.5554
Si  9.6679  1.1164  30.5554
Si  0  4.4654  30.5554
Si  3.8672  4.4654  30.5554
Si  7.7343  4.4654  30.5554
Si  1.9336  7.8145  30.5554
Si  5.8008  7.8145  30.5554
Si  9.6679  7.8145  30.5554
Si  0  11.1635  30.5554
Si  3.8672  11.1635  30.5554
Si  7.7343  11.1635  30.5554
Si  0  0  0.3944
Si  3.8672  0  0.3944
Si  7.7343  0  0.3944
Si  1.9336  3.3491  0.3944
Si  5.8008  3.3491  0.3944
Si  9.6679  3.3491  0.3944
Si  0  6.6981  0.3944
Si  3.8672  6.6981  0.3944
Si  7.7343  6.6981  0.3944
Si  1.9336  10.0472  0.3944
Si  5.8008  10.0472  0.3944
Si  9.6679  10.0472  0.3944
Si  11.5398  0.0711  2.7698
Si  3.8561  0.0576  2.7265
Si  7.6697  0.0578  2.781
Si  1.8592  3.3771  2.8057
Si  5.7567  3.387  2.7674
Si  9.6067  3.3644  2.782
Si  11.6279  6.7365  2.7664
Si  3.8094  6.7268  2.7679
Si  7.7484  6.7456  2.7369
Si  1.9031  10.0903  2.749
Si  5.7662  10.0551  2.7425
Si  9.6354  10.1061  2.7699
Si  11.5092  2.2805  3.6708
Si  3.8109  2.2779  3.5613
Si  7.6575  2.289  3.6606
Si  1.9101  5.5873  3.6837
Si  5.7836  5.6494  3.442
Si  9.6885  5.6174  3.4905
Si  11.5694  8.9823  3.5474
Si  3.8251  8.9673  3.5487
Si  7.7036  8.9672  3.5334
Si  1.9072  12.3626  3.4252
Si  5.7389  12.2844  3.5179
Si  9.5998  12.3571  3.5781
Si  11.3703  2.306  6.1146
Si  3.7424  2.2835  5.9369
Si  7.5366  2.3577  6.1
Si  1.8863  5.5914  6.1413
Si  5.7315  5.7064  5.7614
Si  9.6865  5.6695  5.8288
Si  11.5331  9.02  5.9036
Si  3.7641  8.9919  5.9174
Si  7.6627  8.9642  5.8847
Si  1.8339  12.4389  5.7351
Si  5.6442  12.2468  5.8664
Si  9.4893  12.3957  5.9631
Si  1.7646  1.2258  6.7069
Si  5.599  1.0382  6.7114
Si  9.382  1.1904  6.9657
Si  11.4669  4.5503  6.9318
Si  3.9614  4.5105  6.7247
Si  7.6885  4.7343  6.6116
Si  1.8419  7.8867  6.7139
Si  5.7157  7.8865  6.6646
Si  9.6103  7.8863  6.6355
Si  11.5237  11.3282  6.4734
Si  3.6176  11.2289  6.6651
Si  7.5895  11.1752  6.6423
H  1.841  7.989  8.212
H  7.5294  11.1293  8.1386
H  9.6324  7.868  8.1343
O  11.2421  4.677  8.611
O  9.0786  1.2223  8.6469
O  3.2601  11.2463  8.299
O  5.3809  0.6381  8.3157
O  4.5083  4.4449  8.3045
O  0.2673  11.6231  8.0676
O  5.7898  7.8217  8.3345
O  7.8184  5.3834  8.1479
O  1.8295  1.2718  8.3763
H  7.7426  6.5875  22.7075
H  3.9568  -0.1647  22.7685
H  3.9688  6.6635  22.763
O  2.5016  9.6297  22.4318
O  0.4876  -0.0875  22.8293
O  10.1732  2.8998  22.7878
O  11.6117  6.7979  22.3149
O  6.0592  3.2269  22.5877
O  5.6833  10.106  22.4759
O  1.2368  3.535  22.6682
O  10.102  10.2026  22.4499
O  7.5744  0.059  22.8743
Si  0.9541  4.4079  14.9197
Si  6.2277  8.0507  12.5809
Si  11.4889  7.4399  20.7959
Si  2.4069  9.3114  20.8172
Si  9.3152  1.2316  17.66
Si  11.3126  4.7558  19.2748
Si  3.0614  2.4003  14.2198
Si  4.4705  0.8208  19.4452
Si  8.6907  4.1466  17.6418
Si  8.7421  12.0122  19.2851
Si  4.738  7.9391  16.5916
Si  8.7903  0.1617  9.8918
Si  4.8297  4.8792  9.8462
Si  -0.1162  3.1238  21.828
Si  8.2643  0.3788  21.4608
Si  10.7676  10.1712  11.7872
Si  6.2624  2.6177  21.1009
Si  4.4411  9.9591  14.1971
Si  4.1447  3.0561  17.1092
Si  6.0499  11.6534  18.5624
Si  10.3026  4.929  12.803
Si  1.09  1.3477  9.829
Si  9.5095  9.7394  20.9897
Si  6.0446  4.7915  18.7581
Si  6.3084  9.7158  21.0169
Si  7.9571  5.1924  9.7508
Si  5.609  5.9671  14.6475
Si  10.6844  3.8566  9.9349
Si  7.6876  0.6889  15.0074
Si  5.0079  12.4167  15.8681
Si  9.6976  13.0078  12.799
Si  2.0163  12.2438  19.5997
Si  4.8988  7.7052  19.4935
Si  5.0034  7.8965  9.7595
Si  2.0393  13.2719  16.7582
Si  9.0378  7.4679  11.7954
Si  3.7916  2.2357  11.2974
Si  1.0058  13.2864  14.0464
Si  1.9862  10.7199  12.4671
Si  11.2287  11.9947  9.4886
Si  5.5873  0.0345  9.8139
Si  3.0557  5.5914  16.2107
Si  11.5003  0.2686  21.3665
Si  0.5801  2.5753  17.3936
Si  3.7428  10.8465  9.805
Si  7.9975  3.8077  14.5896
O  7.7938  12.5389  20.5155
O  6.2445  0.0458  15.4838
O  1.738  12.2037  13.087
O  6.0023  8.1636  20.5959
O  0.4304  13.2702  10.1466
O  5.9253  7.0535  15.8564
O  7.5506  5.1566  18.246
O  4.1256  1.9205  18.2813
O  11.3607  10.6501  10.3576
O  5.339  11.3894  17.1121
O  5.0371  1.5874  20.767
O  3.1608  13.3718  19.9326
O  7.6457  11.4243  18.2318
O  3.4483  6.9801  16.9462
O  4.2718  6.4337  10.0274
O  9.8893  11.3909  12.4834
O  9.8809  0.2164  21.4866
O  9.4212  13.3552  18.6748
O  1.8003  12.2336  17.9871
O  6.0496  8.1231  10.9739
O  2.5869  10.977  10.9553
O  5.6212  13.206  18.8844
O  10.8469  1.7021  17.5928
O  4.7591  11.5126  14.5389
O  0.7809  3.689  18.6011
O  5.4726  6.75  13.2178
O  10.0696  4.7699  18.2308
O  0.5694  9.8799  12.5968
O  5.6815  9.3987  13.3024
O  11.7318  6.3145  19.6115
O  1.7565  1.437  17.2398
O  3.0636  9.8655  13.3388
O  1.9555  1.2049  14.1302
O  9.9914  6.5108  12.6724
O  7.1948  -0.082  10.0896
O  8.98  4.0758  13.2924
O  7.7059  1.8345  20.9615
O  4.0778  9.2383  9.7698
O  0.968  8.6227  20.5579
O  9.6085  12.2389  9.3693
O  5.192  8.4744  18.0602
O  9.0248  3.9416  9.9466
O  7.9083  9.7215  21.1576
O  9.8764  8.8383  11.4801
O  11.0365  4.4412  11.4205
O  -0.1683  2.4011  9.8569
O  6.7155  4.8046  14.4882
O  5.6759  10.6929  19.8457
O  3.4841  8.2343  20.1683
O  8.7173  0.6601  16.2684
O  9.382  0.4598  11.4086
O  4.0138  2.2676  12.9151
O  6.4337  4.8259  10.2585
O  6.1809  3.8668  20.0795
O  7.8284  7.9191  12.789
O  8.5216  6.5678  10.4921
O  8.4175  -0.1687  13.8072
O  0.9766  12.7809  15.6075
O  3.011  4.253  17.1785
O  4.0652  3.7638  10.762
O  10.0534  8.2377  20.6156
O  9.8017  10.8663  19.8082
O  11.0867  0.1811  13.4908
O  4.2642  9.1124  15.5787
O  1.5435  5.7508  15.6419
O  11.367  4.858  13.9821
O  4.8787  1.1343  10.784
O  8.4628  2.572  18.1215
O  5.125  6.0917  19.1945
O  2.4923  10.7533  20.0525
O  4.0082  2.4374  15.5826
O  0.2766  1.795  20.9626
O  3.6  13.1736  16.244
O  8.7576  4.1463  16.0033
O  5.4951  3.9333  17.4578
O  2.1678  3.75  14.0631
O  0.3803  3.3329  15.9795
O  0.6021  12.6493  20.3133
O  7.4833  2.2521  14.5445
O  4.9653  11.9255  10.098
O  2.2536  1.7709  10.9053
O  4.1536  5.3362  15.0136
O  10.9565  4.2186  20.7652

Results
free energy: -64144.996 eV
free energy less fixed offsets of H -15.86, O -447.96, Si -113.29 eV per atom: 0.264 eV
gap between the highest filled and lowest empty level on this k mesh: 1.468 eV

The program warned: the cutoff lies below the one the program advises for these potential files; the model core charge is not resolved on the grid; the forces do not sum to zero within the program's tolerance; the exchange-correlation potential is rough where the density is thin.
